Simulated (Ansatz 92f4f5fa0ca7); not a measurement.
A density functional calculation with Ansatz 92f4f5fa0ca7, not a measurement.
Periodic cell of 294 atoms, Si176O118, from a study of silicon, its oxide and their interface. The atomic structure is a simulated model.

Settings
functional: PBE
potential files: Ansatz PAW
basis: plane waves
wave-function cutoff: 700 eV
density cutoff ratio: 5
exchange-correlation grid ratio: 1
k mesh: 2 x 2 x 1, shifted by 0.5 0.5 0.5 of a step
self-consistency stop: 5e-08 eV per atom in the density residual
occupations: fixed
spin: none
net charge: 0

Cell vectors (angstrom)
a, 11.6015, 0, 0
b, 0, 13.3963, 0
c, 0, 0, 31.4685

Atoms and the computed forces on them: element, x, y, z (angstrom), force x, y, z (eV/angstrom)
Si, 11.6833, -0.0085, 25.1677, 0.0273, -0.0015, 0.012
Si, 3.8045, 0.0931, 24.7593, -0.0652, 0.0192, -0.0692
Si, 7.7076, 0.0873, 24.6713, 0.026, -0.0226, -0.0937
Si, 2.015, 3.3737, 24.9525, 0.014, 0.0006, -0.0516
Si, 5.8108, 3.4499, 24.7109, -0.067, -0.0248, -0.0806
Si, 9.8321, 3.3533, 24.7321, 0.0375, -0.0069, -0.0747
Si, 11.6602, 6.8318, 24.6203, -0.0297, 0.011, -0.0841
Si, 3.9692, 6.617, 24.7408, -0.0093, -0.0168, 0.0047
Si, 7.9828, 6.747, 24.6287, 0.0552, -0.0017, -0.086
Si, 2.0923, 10.1692, 25.0586, 0.0162, -0.0173, -0.0004
Si, 5.8657, 10.1169, 24.5867, -0.052, 0.0089, -0.0593
Si, 9.7271, 10.1686, 24.5214, 0.015, -0.0161, -0.0816
Si, 11.6749, 2.2658, 25.7076, 0.0174, -0.0074, -0.0112
Si, 3.9675, 2.2848, 25.6405, 0.0013, 0.0001, -0.0079
Si, 7.7894, 2.3194, 25.4188, -0.0098, 0.0243, 0.0653
Si, 1.9646, 5.6542, 25.5148, -0.0232, 0.0014, 0.0051
Si, 5.9791, 5.6575, 25.4667, 0.0101, 0.0365, 0.0273
Si, 9.8195, 5.6086, 25.5257, 0.0261, -0.0233, 0.0057
Si, 11.6503, 9.0469, 25.4749, -0.0461, 0.0256, -0.0136
Si, 4.0078, 8.8965, 25.5105, 0.0384, -0.0056, -0.0259
Si, 7.8301, 9.0002, 25.3556, -0.0204, -0.0205, 0.0428
Si, 2.0484, 12.3522, 25.8596, 0.0196, -0.0118, -0.0699
Si, 5.7909, 12.3328, 25.4508, -0.0437, -0.014, 0.0376
Si, 9.6321, 12.3182, 25.5169, -0.0482, 0.0406, -0.0096
Si, 11.6166, 2.2674, 28.0279, -0.0065, 0.0125, -0.0186
Si, 3.9242, 2.2539, 27.9839, 0.0093, 0.0087, -0.0251
Si, 7.7656, 2.2601, 27.8381, 0.0002, 0.0125, -0.033
Si, 1.9618, 5.6222, 27.8965, -0.0256, 0.0055, -0.024
Si, 5.8839, 5.6114, 27.86, 0.0209, -0.0057, -0.0219
Si, 9.7272, 5.6009, 27.9056, -0.0104, 0.0171, -0.032
Si, 11.6037, 8.9547, 27.8661, -0.0136, -0.006, -0.0165
Si, 3.9388, 8.918, 27.8913, 0.0104, 0.0052, -0.0153
Si, 7.7673, 8.957, 27.8032, -0.0026, 0.0168, -0.0558
Si, 1.981, 12.3056, 28.1392, 0.0209, 0.0031, 0.0032
Si, 5.8031, 12.2981, 27.8601, -0.0027, 0.0372, -0.0448
Si, 9.637, 12.2753, 27.8939, 0.0006, 0.0069, -0.0004
Si, 1.9673, 1.1656, 28.7598, 0.0085, 0.0112, -0.0193
Si, 5.8537, 1.1225, 28.7001, 0.0206, -0.0091, 0.0034
Si, 9.6647, 1.117, 28.6986, -0.0216, -0.001, -0.0038
Si, 11.6421, 4.5086, 28.7316, 0.0315, -0.0018, -0.0063
Si, 3.9202, 4.5143, 28.6834, 0.0102, -0.0022, -0.0076
Si, 7.7828, 4.4737, 28.6857, -0.0322, 0.0071, 0.0122
Si, 1.9566, 7.8491, 28.6833, -0.0015, 0.0088, -0.0107
Si, 5.8642, 7.8233, 28.6901, 0.0015, -0.0005, 0.0088
Si, 9.6788, 7.8409, 28.6803, 0.0189, -0.0056, 0.008
Si, 11.5876, 11.1696, 28.7108, -0.0279, 0.009, -0.0186
Si, 3.9244, 11.1463, 28.7292, 0.0121, -0.0126, -0.0045
Si, 7.7211, 11.1634, 28.6863, 0.021, -0.0194, 0.0158
Si, 1.9336, 1.1164, 31.0735, 0.0918, 0.1688, 0.4584
Si, 5.8008, 1.1164, 31.0735, 0.1613, -0.022, -0.0479
Si, 9.6679, 1.1164, 31.0735, -0.1056, -0.0202, -0.1015
Si, 0, 4.4654, 31.0735, 0.0614, 0.1345, 0.2412
Si, 3.8672, 4.4654, 31.0735, 0.0662, 0.1289, -0.1987
Si, 7.7343, 4.4654, 31.0735, 0.0993, 0, -0.1145
Si, 1.9336, 7.8145, 31.0735, 0.0218, 0.1043, -0.1359
Si, 5.8008, 7.8145, 31.0735, 0.1746, 0.0459, -0.1494
Si, 9.6679, 7.8145, 31.0735, -0.0299, 0.0702, -0.1507
Si, 0, 11.1635, 31.0735, -0.1224, -0.0229, 0.0305
Si, 3.8672, 11.1635, 31.0735, 0.2463, -0.1339, 0.2299
Si, 7.7343, 11.1635, 31.0735, -0.0863, -0.0543, -0.1291
Si, 0, 0, 0.3944, -0.0927, -0.0903, -0.1373
Si, 3.8672, 0, 0.3944, -0.1047, 0.1162, 0.0364
Si, 7.7343, 0, 0.3944, 0.0462, 0.0222, -0.0172
Si, 1.9336, 3.3491, 0.3944, 0.0565, -0.0113, 0.0126
Si, 5.8008, 3.3491, 0.3944, -0.1081, -0.0785, 0.0145
Si, 9.6679, 3.3491, 0.3944, -0.0975, -0.0587, -0.0309
Si, 0, 6.6981, 0.3944, -0.0379, -0.0401, 0.2282
Si, 3.8672, 6.6981, 0.3944, 0.0083, -0.0963, 0.0425
Si, 7.7343, 6.6981, 0.3944, -0.1242, -0.009, 0.163
Si, 1.9336, 10.0472, 0.3944, -0.0063, -0.0649, 0.008
Si, 5.8008, 10.0472, 0.3944, -0.0329, -0.0753, 0.0156
Si, 9.6679, 10.0472, 0.3944, -0.0166, -0.0399, 0.0309
Si, 11.5608, -0.0295, 2.7489, -0.0126, 0.001, 0.0056
Si, 3.8338, 0.016, 2.7726, -0.0142, 0.0021, 0.0007
Si, 7.7222, -0.021, 2.7544, 0.0073, 0.0009, 0.007
Si, 1.9259, 3.3611, 2.7566, -0.0016, -0.0001, 0.0045
Si, 5.7593, 3.3098, 2.7702, 0.0151, -0.0002, -0.0042
Si, 9.6323, 3.3178, 2.7596, -0.0088, 0.0014, 0.0192
Si, 11.5687, 6.695, 2.7958, -0.0053, -0.0096, 0.0041
Si, 3.8559, 6.6719, 2.7737, -0.0117, 0.0015, -0.0056
Si, 7.6917, 6.6692, 2.7836, 0.0109, 0.0162, -0.0041
Si, 1.9223, 10.0263, 2.7666, -0.0006, -0.0003, 0.0154
Si, 5.7849, 10.0116, 2.7492, -0.017, 0.011, -0.0027
Si, 9.6366, 10.0209, 2.7636, 0.0178, -0.0106, -0.0001
Si, 11.5989, 2.2121, 3.4807, 0.0186, -0.006, -0.0027
Si, 3.8178, 2.2432, 3.637, -0.0057, -0.0275, 0.0389
Si, 7.6867, 2.1997, 3.5687, -0.006, -0.0008, 0.0216
Si, 1.9158, 5.5798, 3.5848, 0.0109, -0.0017, 0.0109
Si, 5.7658, 5.5153, 3.5911, 0.0012, -0.0133, 0.042
Si, 9.6156, 5.5403, 3.5591, -0.0069, 0.0002, 0.0073
Si, 11.5778, 8.9421, 3.5836, -0.0051, -0.0029, 0.0193
Si, 3.8605, 8.8991, 3.5635, 0.0115, -0.0068, 0.0215
Si, 7.7045, 8.9133, 3.5811, -0.0037, -0.0212, 0.0327
Si, 1.8949, 12.2694, 3.5219, 0.0076, -0.0158, 0.0145
Si, 5.7742, 12.2583, 3.4676, 0.0027, -0.0116, 0.0183
Si, 9.6321, 12.2357, 3.5736, -0.0016, -0.0088, 0.0299
Si, 11.6023, 2.1896, 5.8131, -0.0044, 0.0289, 0.0386
Si, 3.7804, 2.2494, 6.068, -0.0523, -0.0036, -0.0424
Si, 7.6624, 2.12, 5.949, -0.0359, -0.0364, -0.0186
Si, 1.8899, 5.573, 5.9671, 0.0241, -0.0011, -0.0047
Si, 5.7375, 5.432, 5.9896, 0.0116, 0.0238, -0.0307
Si, 9.5586, 5.4794, 5.9272, -0.0092, -0.0208, 0.0173
Si, 11.5738, 8.9406, 5.9687, 0.0029, -0.0211, -0.0125
Si, 3.8752, 8.8471, 5.9396, -0.0234, -0.0014, -0.0165
Si, 7.6967, 8.919, 5.9663, -0.0155, 0.0066, -0.0191
Si, 1.8495, 12.2473, 5.8811, -0.0041, 0.0024, -0.0128
Si, 5.7199, 12.2334, 5.7975, -0.0014, -0.0088, 0.0018
Si, 9.5944, 12.21, 5.9592, 0.0162, 0.0161, -0.0373
Si, 1.8417, 1.0494, 6.774, -0.035, -0.0177, 0.0659
Si, 5.6722, 0.9961, 6.7106, -0.0154, 0.0005, 0.0829
Si, 9.6836, 1.0739, 6.5685, 0.0129, 0.007, -0.0142
Si, 11.5479, 4.4104, 6.6094, 0.0105, 0.0084, 0.0042
Si, 3.7585, 4.4844, 6.9582, -0.0354, 0.02, 0.0831
Si, 7.655, 4.2916, 6.8403, 0.0355, 0.0217, 0.0991
Si, 1.9066, 7.8125, 6.7231, -0.0211, 0.0091, -0.0145
Si, 5.8169, 7.661, 6.6858, 0.0073, -0.0314, 0.0764
Si, 9.6367, 7.7379, 6.6241, -0.0117, -0.017, 0.0708
Si, 11.5446, 11.1812, 6.8075, 0.0416, 0.0304, 0.0712
Si, 3.8003, 11.1209, 6.5637, 0.0323, 0.0239, 0.0684
Si, 7.5917, 11.1812, 6.7539, -0.0398, 0.0069, 0.0756
Si, 11.4183, 4.2295, 8.9328, -0.003, -0.0068, 0.0158
Si, 9.8512, 1.3513, 8.8655, 0.004, 0.0016, 0.0251
Si, 1.8114, 8.0141, 9.0703, -0.0073, 0.0028, 0.0187
O, 7.6341, 4.0919, 8.5183, -0.0077, -0.0126, -0.0364
O, 3.8554, 11.2802, 8.2138, -0.0288, -0.0179, -0.0221
O, 5.472, 0.7076, 8.3399, 0.0164, 0.0031, -0.0135
O, 7.3564, 11.3592, 8.4106, 0.0351, -0.0256, -0.044
O, 11.669, 11.3941, 8.474, -0.0271, -0.0104, -0.0392
O, 5.8491, 7.3386, 8.3247, 0.0141, 0.0029, -0.0138
O, 3.688, 4.5993, 8.6453, -0.0049, -0.0144, -0.047
O, 1.5748, 0.9979, 8.4319, 0.0357, -0.01, -0.0118
O, 9.5894, 7.6628, 8.2789, 0.0284, -0.0147, -0.0123
Si, 3.8486, 6.7469, 22.3925, -0.0112, -0.0032, -0.0185
Si, 1.9839, 10.5247, 22.7961, -0.0094, 0.024, -0.0417
Si, 0.2845, 13.1607, 22.9161, -0.0105, -0.0091, -0.0389
O, 7.5283, 0.0802, 22.9977, -0.0104, 0.0305, 0.0362
O, 5.8156, 10.2805, 22.8975, 0.0004, 0.0117, 0.0382
O, 8.4655, 6.7536, 23.016, -0.0293, 0.0289, 0.0214
O, 9.6358, 10.2607, 22.8249, 0.0103, 0.0097, 0.0462
O, 3.3541, 0.0948, 23.1351, 0.0431, 0.0003, 0.0297
O, 2.137, 3.2792, 23.3007, -0.0143, -0.0003, 0.0103
O, 5.4952, 3.5425, 23.0669, 0.0345, 0.001, 0.0318
O, 11.5023, 6.9622, 22.9257, 0, 0.0012, 0.0497
O, 10.1017, 3.2154, 23.0948, -0.0238, 0.0144, 0.0346
Si, 5.1541, 1.2103, 9.853, 0.0016, -0.005, 0.0087
Si, 0.4249, 2.209, 12.2577, 0.0011, -0.0104, -0.0027
Si, -0.0016, 3.2152, 17.3114, 0.0018, 0.0011, 0.0075
Si, 2.9088, 12.0265, 13.9349, -0.0052, 0.0022, -0.0034
Si, 4.7344, 5.1469, 19.8037, 0.0058, -0.0088, -0.0025
Si, 7.391, 6.6492, 18.9963, 0.0072, 0.0015, 0.0105
Si, 11.2759, 9.8057, 17.2782, -0.0061, -0.0007, -0.0001
Si, 1.546, 2.5313, 21.9964, -0.0053, -0.0047, -0.0035
Si, 2.3158, 5.303, 17.7029, -0.0019, -0.0054, 0.0011
Si, 9.3682, 3.9514, 12.1569, -0.0025, 0.007, 0.002
Si, 10.2586, 11.8567, 15.2679, -0.0003, -0.0002, -0.0019
Si, 6.4463, 7.7471, 9.7725, 0.0071, 0.0028, 0.0052
Si, 10.4837, 1.2412, 19.4419, -0.0015, 0.0012, 0.012
Si, 6.8381, 10.7704, 12.6979, 0.0125, 0.003, -0.0038
Si, 9.0559, 4.8909, 17.1191, -0.0052, -0.0026, 0.0039
Si, 3.0742, 10.9844, 9.5999, 0.0063, 0.0019, 0.0021
Si, 3.278, 12.3381, 18.9194, 0.0017, 0.0049, 0.0048
Si, 2.7152, 5.0947, 9.8936, -0.0109, -0.0036, 0.0174
Si, 10.7629, 11.7999, 9.791, -0.0106, -0.0075, 0.0104
Si, 10.3199, 7.3636, 15.7664, -0.005, 0.0016, -0.0003
Si, 0.1431, 11.8052, 19.4323, -0.0036, 0.0004, 0.0113
Si, 1.5458, 8.0263, 18.9853, -0.0019, -0.0008, 0.0046
Si, 2.1111, 0.6413, 9.946, 0.006, -0.0006, 0.0187
Si, 6.8372, 0.8414, 21.735, -0.0203, 0.0102, -0.031
Si, 8.487, 6.8259, 11.6197, -0.0036, 0.0063, -0.0042
Si, 4.4865, 0.0728, 16.2861, 0.003, 0.0065, 0.0039
Si, 4.3724, 9.4161, 18.873, -0.0034, -0.0023, 0.0033
Si, 5.072, 2.3805, 14.3506, -0.0015, 0.0077, 0.0099
Si, 0.1974, 11.304, 12.8126, -0.0054, 0.0019, -0.0104
Si, 6.5716, 8.7202, 16.868, 0.003, -0.0041, -0.0048
Si, 6.3242, 3.6143, 21.652, 0.0132, -0.0073, -0.0118
Si, 10.5004, 3.5641, 21.5491, 0.0065, -0.0031, -0.025
Si, 7.5215, 2.9952, 9.7431, 0, -0.009, 0.0138
Si, 8.182, 2.9277, 14.8963, -0.0029, -0.0064, 0.013
Si, 8.1771, 12.7278, 19.5218, -0.0074, 0.0019, 0.0051
Si, 10.6923, 1.3638, 14.976, -0.0018, -0.0057, 0.0023
Si, 4.8431, 9.5557, 21.7901, -0.0151, -0.0064, -0.0171
Si, 4.5002, 9.2784, 11.5862, -0.0011, -0.0013, -0.0047
Si, 7.9804, 8.451, 14.1845, 0.0021, 0.0005, -0.0018
Si, 10.4371, 7.1659, 9.5717, -0.0168, 0.0062, 0.0016
Si, 8.4743, 5.9336, 21.603, -0.0031, -0.0045, -0.0229
Si, 1.7359, 6.4709, 14.9366, -0.0026, 0, -0.0028
Si, 7.2942, 11.8237, 16.6508, -0.0009, 0.0031, -0.0022
Si, 10.0154, 11.3295, 21.6325, 0.0055, 0.0285, -0.0231
Si, 2.2438, 9.2037, 13.504, -0.006, -0.0006, -0.0018
Si, 5.2922, 13.2326, 12.4876, 0.0066, 0.0024, -0.0169
Si, 7.9083, 10.5569, 9.7313, 0.0055, -0.0145, 0.0177
Si, 3.7278, 0.6214, 21.6122, 0.0186, 0.008, -0.0126
Si, 2.8158, 4.2009, 12.9305, 0.0025, 0.0021, 0.0019
Si, 0.8686, 7.854, 21.9329, 0.0208, 0.0208, -0.0169
O, 1.0581, 9.1685, 17.9024, 0.0001, -0.0051, 0.013
O, 2.2288, 9.5675, 9.4695, 0.002, -0.0155, -0.0075
O, 10.8344, 3.2813, 11.8266, -0.0133, 0.0087, 0.0018
O, 5.2473, 1.0838, 21.8667, 0.0021, -0.0158, -0.0168
O, 9.5158, 10.7582, 9.7314, -0.0081, 0.0131, 0.0066
O, 2.334, 7.2403, 22.1544, -0.0004, 0.0235, -0.0304
O, 4.0048, 10.949, 18.482, 0.0015, -0.0084, 0.0012
O, 8.3015, 3.7205, 16.304, 0.0254, 0.0114, -0.0085
O, 10.425, 8.4184, 17.034, -0.0074, -0.0101, -0.0273
O, 7.4344, 9.0191, 9.5589, -0.0217, 0.0006, 0.0105
O, 2.1803, 7.9891, 14.5679, 0.0017, -0.0077, -0.013
O, 1.7087, 3.014, 12.8364, -0.0014, 0.0083, -0.005
O, 8.694, 11.9643, 15.7836, 0.0042, 0.0049, 0.0122
O, 10.9651, 13.2936, 15.6481, -0.015, -0.0066, -0.0295
O, 3.832, 12.544, 12.6987, 0.0118, -0.0057, 0.021
O, 4.901, 7.9752, 22.1697, -0.0187, -0.0027, -0.0159
O, 6.8986, 10.2641, 16.5566, -0.0044, 0.0131, -0.0008
O, 7.3096, 6.5482, 10.4937, 0.0005, 0.0271, -0.0013
O, 0.131, 6.6494, 15.305, 0.0004, -0.0003, 0.0043
O, 2.8183, 1.9233, 21.1609, 0.0121, -0.0251, 0.0184
O, 6.5921, 2.8905, 14.6085, -0.0058, -0.002, -0.006
O, 3.6495, 4.9475, 18.5893, -0.0018, 0.0165, 0.0111
O, 8.9411, 3.6759, 13.6872, 0.0012, -0.0051, -0.0149
O, 1.4507, 3.9224, 17.5299, -0.0062, 0.0183, -0.0075
O, 4.5772, 1.6303, 15.7379, 0.0086, -0.0193, -0.0211
O, 5.5509, 9.7637, 12.7259, 0.0013, 0.0082, -0.021
O, 0.6188, 1.23, 22.295, 0.0229, -0.0036, 0.011
O, 1.2771, 4.3116, 9.6958, -0.0019, 0.0119, 0.0013
O, -0.2236, 13.3377, 19.856, -0.001, -0.0176, -0.0122
O, 3.8011, 13.4191, 17.7874, 0.0039, -0.0136, -0.0068
O, 10.8495, 11.0472, 18.2703, 0.0251, 0.0022, 0.009
O, 7.3858, 11.0377, 11.1879, -0.0058, -0.022, 0.0056
O, 4.0592, 5.6478, 21.2057, 0.0107, 0.0207, -0.0022
O, 2.5901, 6.738, 9.7897, 0.0011, -0.014, 0.0046
O, 9.1057, 0.5444, 18.9252, -0.0115, -0.0007, 0.0056
O, 7.5517, 12.0148, 18.2344, 0.0044, 0.0126, -0.0043
O, 10.0442, 2.3253, 20.5785, 0.0098, 0.0052, -0.0149
O, 1.0311, 1.2276, 11.0598, 0.02, 0.0034, -0.0069
O, 2.0812, 5.4649, 13.6911, 0.013, -0.0079, 0.0007
O, 7.3908, 2.374, 21.5943, -0.0187, -0.0011, -0.0006
O, 2.6119, 5.8928, 16.1994, -0.0196, -0.0049, 0.0011
O, 10.3528, 13.3925, 9.6708, 0.005, -0.0032, -0.0089
O, 9.0427, 1.5308, 15.0211, 0.0193, 0.0106, 0.0073
O, 5.8324, 6.2441, 19.2843, 0.0019, -0.0168, -0.0051
O, 0.5856, 7.939, 20.3217, 0.0126, 0.0068, 0.0127
O, 7.8807, 10.0271, 13.7102, -0.0144, -0.0193, -0.0082
O, 6.9006, 8.0492, 15.3838, 0.0238, -0.0019, -0.0062
O, 1.4789, 6.4954, 18.4365, 0.0244, 0.0051, -0.0114
O, 8.8357, 11.6252, 20.5398, 0.0142, 0.0034, -0.0004
O, 1.6916, 11.9238, 18.9477, -0.0008, 0.0023, -0.0052
O, 5.1593, 8.0968, 10.6991, 0.0159, 0.0163, 0.002
O, 6.9773, 13.3985, 20.3705, 0.0234, 0.0085, 0.0196
O, 6.4188, 12.2727, 13.2012, -0.0236, -0.0044, -0.0096
O, 7.4781, 7.936, 17.9915, -0.0066, -0.0206, -0.0082
O, 4.0833, 3.5967, 13.821, -0.0101, -0.0053, -0.0092
O, 3.3445, 10.2363, 21.9051, 0.0071, -0.0132, 0.0039
O, 8.2033, 3.4994, 11.1229, 0.0016, -0.0037, -0.0123
O, 1.3498, 11.9961, 22.4144, -0.0032, -0.0089, 0.0084
O, 8.2054, 6.991, 20.3797, -0.0079, -0.0307, -0.0019
O, 3.6517, 12.9092, 20.4137, -0.0064, 0.0146, -0.0037
O, 0.2727, 7.8969, 9.5881, 0.0069, -0.012, 0.0017
O, -0.2042, 1.9662, 18.3215, -0.0124, 0.02, -0.0043
O, 9.796, 5.014, 21.2396, -0.0181, 0.005, 0.0036
O, 9.6506, 7.7192, 10.8929, 0.0011, -0.0136, -0.0226
O, 8.1044, 5.3324, 18.3499, 0.0005, 0.0197, -0.0154
O, 3.5473, 1.4213, 10.1196, -0.0022, -0.0233, -0.0081
O, 5.3196, 9.603, 20.2191, -0.0238, 0.0019, 0.0128
O, 10.5486, 5.5164, 9.518, 0.0176, 0.0053, -0.0003
O, 10.3827, 12.738, 22.3891, 0.037, -0.0354, -0.0277
O, 9.5486, 8.2005, 14.5942, -0.0161, -0.0008, 0.0055
O, 0.7792, 9.7624, 12.9966, 0.0262, 0.0213, 0.0098
O, 10.4104, 11.6073, 13.6423, 0.029, 0.0091, 0.0046
O, 11.3091, 10.8824, 20.7176, -0.0159, 0.0175, 0.0248
O, 11.1911, 10.6192, 15.8561, -0.0046, -0.0006, -0.0101
O, 9.3121, 6.1613, 16.1542, 0.0029, -0.0053, 0.0178
O, 6.0032, 12.7799, 16.2295, -0.0095, -0.0052, 0.0026
O, 5.644, 0.0605, 10.9102, -0.0234, 0.018, 0.0054
O, 3.2562, 4.6853, 11.4039, -0.0289, 0.0034, -0.0073
O, 0.8522, 9.3802, 22.4737, 0.0243, -0.0157, -0.0325
O, 7.1814, 4.976, 21.729, 0.0094, -0.004, -0.0178
O, 10.4831, 4.3443, 17.6705, -0.0097, -0.0127, -0.0249
O, 1.3693, 12.2916, 13.4353, -0.0081, -0.0317, 0.001
O, 10.6926, 2.7567, 9.1926, -0.0033, -0.0068, 0.0186
O, 8.2991, 1.6051, 9.3561, 0.0178, 0.0252, 0.0049
O, 3.3937, 12.7405, 15.3079, 0.012, 0.0045, -0.0051
O, 4.208, 10.6226, 10.707, -0.0045, -0.0139, 0.0058
O, 5.9573, 2.6241, 10.0623, 0.0151, -0.0144, -0.0079
O, 9.3654, 5.5652, 12.1166, -0.01, -0.0017, 0.0018
O, 5.0706, 8.7136, 17.5577, -0.0062, 0.0129, 0.0144
O, 11.5044, 11.5733, 11.2285, -0.0105, -0.0001, 0.0089
O, 3.0935, 8.475, 19.3058, 0.0046, 0.0074, -0.0151
O, 2.3162, 12.3898, 10.0407, 0.0177, 0.0178, -0.0076
O, 7.7093, 7.5265, 12.8662, 0.0188, 0.0037, 0.0024
O, 0.5406, 3.6361, 21.3041, -0.0188, -0.0034, 0.0163
O, 5.2142, 1.3021, 13.1525, -0.0089, -0.0112, 0.0103
O, 11.3187, 1.3486, 13.4605, 0.0037, 0.0207, 0.0087
O, 3.0486, 10.4268, 14.2252, -0.0236, 0.0029, -0.024
O, 3.1327, 8.6853, 12.2345, 0.0079, 0.0228, 0.0103
O, 11.4243, 2.5878, 15.8032, -0.0112, -0.0086, 0.0062
O, 5.4249, 3.7218, 20.2732, 0.0047, 0.0234, -0.0027

Results
free energy: -179018.643 eV
free energy less fixed offsets of O -569.03, Si -635.61 eV per atom: -5.743 eV

The program warned: the cutoff lies below the one the program advises for these potential files; the forces do not sum to zero within the program's tolerance; the exchange-correlation potential is rough where the density is thin.
